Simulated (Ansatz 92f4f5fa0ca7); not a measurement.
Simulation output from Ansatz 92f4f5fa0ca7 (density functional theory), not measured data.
Periodic cell of 237 atoms, Si134O103, from a study of silicon, its oxide and their interface. The atomic structure is a simulated model.

Settings
functional: PBE
potential files: Ansatz PAW
basis: plane waves
wave-function cutoff: 700 eV
density cutoff ratio: 5
exchange-correlation grid ratio: 2
k mesh: 2 x 2 x 1, shifted by 0.5 0.5 0.5 of a step
self-consistency stop: 5e-08 eV per atom in the density residual
occupations: Fermi-Dirac, 0.05 eV
spin: none
net charge: 0

Cell vectors (angstrom)
a	11.5983	0	0
b	0	15.4644	0
c	-3.9565	-6.2999	22.9271

Atoms: element, x, y, z (angstrom)
Si	2.07	-0.5429	-0.0461
Si	0.71	1.838	-1.2396
Si	3.2542	7.728	-0.3474
Si	2.5582	9.9516	0.143
Si	3.8561	-0.658	1.468
Si	5.1376	2.8632	0.5167
Si	5.989	7.1995	-1.472
Si	6.6957	10.4574	1.6738
Si	10.2371	-0.4551	-0.1903
Si	8.3296	1.6408	-1.7969
Si	6.1093	5.6361	0.1957
Si	9.9943	9.6091	-1.0342
Si	5.6528	0.3231	0.2919
Si	3.1622	3.2464	1.7164
Si	4.3364	6.8612	1.5821
Si	4.2794	10.678	1.6983
Si	7.4619	-0.6772	1.5675
Si	7.4274	2.7368	1.1656
Si	8.1558	4.983	1.2473
Si	7.0829	10.0583	-0.6123
Si	11.8351	-1.0207	1.3637
Si	12.2749	3.6164	1.0554
Si	10.5721	5.4648	0.7959
Si	12.0628	10.2277	1.4167
Si	3.6324	1.2501	2.8898
Si	3.6505	5.1482	2.9926
Si	3.994	8.8196	3.0982
Si	3.9433	12.7629	2.8255
Si	7.5396	1.2123	2.9332
Si	7.5307	6.037	3.247
Si	7.4872	8.5795	3.171
Si	7.5432	12.6216	2.6976
Si	11.4681	0.9939	2.7455
Si	11.246	6.2425	2.9407
Si	11.563	8.628	3.13
Si	11.6657	12.4087	2.5891
Si	1.7122	1.1607	4.1809
Si	1.5906	5.3613	4.1219
Si	1.9525	8.9543	4.3645
Si	1.9177	12.6709	4.0828
Si	5.5842	1.3384	4.2787
Si	5.5831	5.1923	4.4188
Si	5.728	8.9269	4.6763
Si	5.8059	12.8776	4.3295
Si	9.5579	1.3256	4.0908
Si	9.4903	5.4659	4.4798
Si	9.5302	8.8874	4.3372
Si	9.6329	12.6666	3.9795
Si	1.9446	-0.8398	5.4048
Si	1.5654	3.2595	5.2929
Si	1.7517	7.1077	5.7332
Si	2.0307	10.9041	5.72
Si	5.7239	-0.592	5.6717
Si	5.6392	3.1881	5.7599
Si	5.4686	6.9727	5.9739
Si	5.8131	11.0043	5.8598
Si	9.6025	-0.6749	5.3146
Si	9.4857	3.2471	5.59
Si	9.4135	7.2006	6.0565
Si	9.6844	10.829	5.5777
Si	3.7127	-0.6497	6.9735
Si	3.4231	3.3031	6.7154
Si	3.503	7.1732	7.2588
Si	3.9193	11.0917	7.2825
Si	7.8067	-0.4572	6.8575
Si	7.656	3.0468	7.1815
Si	7.3493	6.9169	7.3356
Si	7.8716	11.0119	7.0752
Si	11.5693	-0.7755	6.6159
Si	11.4586	3.1043	6.8864
Si	11.5	7.05	7.1807
Si	11.6157	10.7255	7.0258
Si	2.8384	1.3474	7.9092
Si	5.5415	4.6632	9.9845
Si	3.8368	9.1574	8.6192
Si	3.4131	13.1072	8.5435
Si	8.1501	1.1051	8.6549
Si	7.4954	4.924	8.5776
Si	5.883	8.6863	9.6047
Si	8.635	13.0685	7.6806
Si	11.9841	1.055	8.0412
Si	12.0237	4.9923	8.2126
Si	11.5974	8.8312	8.7323
Si	11.0789	12.8213	7.9363
Si	10.2731	0.4612	9.7635
Si	9.4244	5.417	9.9482
Si	9.6652	8.6839	10.056
Si	1.2886	12.6608	9.4482
Si	4.5656	1.8417	10.5972
Si	2.9018	5.1091	8.2242
Si	2.2613	9.7316	10.2902
Si	3	13.6045	11.4855
Si	7.0644	0.1788	10.6237
Si	5.7161	6.27	11.6606
Si	8.1044	10.3858	9.4475
Si	8.6295	13.3126	9.9268
Si	9.7727	0.0877	15.1117
Si	8.5669	-2.6142	19.3463
Si	6.536	7.9146	15.9771
Si	11.1495	1.4461	12.7272
Si	7.1023	0.4151	13.6215
Si	2.5866	3.1159	18.5261
Si	3.6773	-1.7233	17.0252
Si	6.3578	0.2113	21.4935
Si	7.4771	4.286	19.2226
Si	7.1977	-7.9714	18.9138
Si	8.0782	6.3874	13.8075
Si	2.0202	11.2316	15.8033
Si	9.2418	9.2325	13.074
Si	4.1296	6.1348	15.9821
Si	8.9443	-2.5708	16.3161
Si	3.5181	10.7891	12.9608
Si	6.1718	-2.103	15.0777
Si	9.9539	4.3538	12.7926
Si	3.8656	5.2192	13.8693
Si	5.2991	3.5303	17.3759
Si	0.485	3.9799	16.7236
Si	4.7659	2.2968	14.5931
Si	5.0475	-6.8858	20.8404
Si	2.1671	0.7363	18.4547
Si	0.7706	8.9124	17.2529
Si	0.813	5.1606	14.0412
Si	5.4878	-2.0855	19.6535
Si	2.7473	1.0485	12.8801
Si	10.674	10.5729	15.4642
Si	10.0465	4.465	20.7863
Si	6.4174	-5.1161	13.9229
Si	9.627	7.5999	20.8146
Si	10.7997	1.3914	17.8267
Si	1.5065	4.8146	19.966
Si	1.087	6.7636	16.4138
Si	9.1857	0.1753	20.3168
Si	2.2506	9.0329	20.9883
Si	0.8761	7.9375	19.4304
O	0.613	3.3053	-0.5612
O	7.5943	0.5015	20.4455
O	10.9735	9.9643	0.1957
O	8.9265	-0.3447	0.8253
O	8.1493	2.1903	-0.2434
O	10.9802	0.9415	-0.8817
O	8.6388	10.4506	-0.7799
O	11.472	2.3639	1.7864
O	6.9739	8.0526	8.5344
O	5.4724	0.494	10.6968
O	3.5718	1.6752	9.3454
O	3.966	4.9282	9.5077
O	3.9678	13.5407	10.1313
O	12.7771	8.5311	9.9363
O	6.5633	10.1368	10.0385
O	1.4521	13.4963	10.9056
O	10.9707	5.0046	9.5223
O	1.9996	1.0514	-0.6061
O	9.7514	0.5285	21.8027
O	0.9617	2.2247	-2.8296
O	-0.0578	4.3426	20.1599
O	9.5362	5.9888	21.0817
O	10.1467	0.9329	16.4261
O	3.5278	7.9329	21.0269
O	5.3477	4.2385	-0.4809
O	6.9217	8.5027	-1.0983
O	6.1441	11.077	-1.4619
O	1.5078	6.3966	19.4855
O	2.4014	0.208	20.0053
O	4.4885	-2.075	18.3835
O	10.2963	2.7953	13.1143
O	5.3264	-0.7921	20.6651
O	10.399	9.8343	14.0485
O	9.7009	7.9978	-1.1115
O	2.9196	-0.3071	17.3667
O	10.7423	0.3058	13.8258
O	9.295	7.0617	10.1135
O	9.2269	4.5884	11.361
O	9.9029	9.2371	11.5947
O	6.0217	1.5854	13.8643
O	9.8883	14.3569	10.2742
O	9.3115	11.4461	15.6812
O	3.5806	2.005	11.8687
O	2.625	-2.9125	16.5705
O	5.0922	2.4171	16.1927
O	5.6021	3.094	10.522
O	2.6949	9.8427	11.8884
O	3.471	12.3441	12.4329
O	9.8609	-1.4879	15.5167
O	7.6975	0.5762	12.1054
O	7.064	6.185	12.5659
O	6.8465	3.4723	17.9371
O	5.6824	7.7376	10.9249
O	5.0347	-5.3268	13.0584
O	7.2447	14.0055	10.4961
O	0.4436	11.4876	15.3878
O	7.3481	5.8761	18.8889
O	10.7681	1.159	11.1781
O	10.9079	9.5076	16.7071
O	2.8417	10.5326	20.48
O	8.9804	5.0199	13.9513
O	8.2806	0.5802	14.715
O	2.0454	3.5424	16.9962
O	1.1849	1.5129	12.8578
O	2.8692	10.8177	14.4679
O	2.9871	-0.5125	12.4333
O	9.1475	2.8191	-2.5303
O	4.783	-1.6541	15.8093
O	9.8057	1.0655	19.0874
O	7.8223	10.0956	13.104
O	9.4034	-1.4283	20.1021
O	6.2147	-3.5968	14.4618
O	2.0152	9.932	16.8323
O	4.4406	7.7952	-1.5337
O	0.3421	3.9658	15.0884
O	3.4103	1.3798	14.3571
O	1.3817	11.0793	9.928
O	6.552	-6.1259	15.2005
O	9.0058	7.6914	13.5477
O	8.3327	8.0972	19.9221
O	5.7478	-7.4765	19.4798
O	4.9936	5.028	16.8241
O	0.2138	5.5434	17.1568
O	7.3903	-2.1007	16.1689
O	6.4306	-1.0593	13.8511
O	7.2563	6.673	15.1864
O	2.3065	4.8911	13.4811
O	4.4289	6.1751	12.671
O	0.5738	0.5626	18.0796
O	10.9132	7.9574	19.8968
O	2.6752	6.4472	16.6494
O	4.2443	3.2336	18.5891
O	11.1078	2.9862	17.5655
O	11.382	5.163	12.788
O	4.6606	3.7853	13.9383
O	9.2875	-2.7188	17.8919
O	4.9638	7.5378	16.1394
O	0.7712	6.6133	14.7992
O	8.7443	11.7145	10.321
O	10.5715	10.1963	-2.4075
O	7.0298	-2.1265	19.1282
O	7.3234	8.0826	17.3978
O	9.0172	3.8848	19.6092

Results
free energy: -143764.578 eV
free energy less fixed offsets of O -569.03, Si -635.61 eV per atom: 17.252 eV
pressure: -0.58 GPa
stress xx, yy, zz, yz, xz, xy (GPa, positive in tension): 0.42, 1.25, 0.06, -0.08, 0.13, -0.65

Forces (eV/angstrom), in the order of the atoms: element, x, y, z
Si	0.0777	0.2865	0.596
Si	-0.072	-0.2533	-0.4521
Si	0.0417	-0.2804	-0.2171
Si	0.0895	-0.0037	-0.0744
Si	0.2822	-0.0533	-0.1316
Si	0.386	0.1643	-0.1485
Si	-0.1339	0.0314	-0.2305
Si	0.0488	-0.1183	-0.0281
Si	0.1207	-0.1384	0.018
Si	-0.4486	0.4325	0.0142
Si	-0.1828	-0.5629	-0.1486
Si	0.1059	-0.0613	-0.0694
Si	-0.4703	-0.3657	-0.055
Si	0.0064	-0.0123	0.0811
Si	0.1009	0.0108	0.0446
Si	0.1322	0.133	0.0063
Si	0.2976	0.5172	-0.2893
Si	-0.0204	0.3433	0.0719
Si	0.1232	-0.0079	0.1142
Si	-0.1391	0.0476	1.0354
Si	-0.0389	0.0449	0.0374
Si	-0.5535	-0.1846	-0.1921
Si	-0.057	-0.1793	0.1417
Si	-0.4208	-0.2886	-0.3537
Si	-0.2341	-0.129	0.1738
Si	-0.0651	-0.0756	0.1384
Si	-0.0989	-0.1968	-0.0238
Si	-0.1852	0.0655	-0.0167
Si	-0.1165	-0.1019	0.5217
Si	0.1153	-0.0072	-0.0466
Si	-0.059	-0.1687	-0.0762
Si	-0.1424	-0.2145	0.1197
Si	0.0607	0.15	-0.0562
Si	0.2442	0.1245	0.1983
Si	0.0375	0.0353	0.0906
Si	0.0218	0.0808	0.2697
Si	0.1501	-0.0513	0.1318
Si	-0.0278	-0.152	0.0037
Si	0.1374	-0.1121	-0.0389
Si	0.2205	-0.0214	0.1184
Si	0.1418	0.0341	-0.0339
Si	0.1177	-0.0067	0.0435
Si	-0.1254	0.0261	0.2766
Si	-0.016	-0.1405	0.0315
Si	0.0692	-0.1448	0.1406
Si	-0.2707	0.0026	0.1689
Si	0.0196	0.2141	0.211
Si	-0.0215	0.0586	0.1092
Si	-0.2757	-0.004	-0.1158
Si	0.1151	-0.0229	-0.3579
Si	-0.2369	0.085	-0.1445
Si	-0.035	0.1245	0.1531
Si	0.0636	-0.0599	-0.0221
Si	-0.0368	-0.0432	0.0339
Si	-0.1372	0.1466	-0.2869
Si	0.0949	0.0809	-0.0408
Si	0.0889	0.2684	-0.3492
Si	0.1034	-0.0344	-0.1588
Si	0.0762	0.083	0.0802
Si	0.0294	-0.1096	-0.0153
Si	-0.029	0.1504	-0.2775
Si	-0.0409	0.2718	-0.1173
Si	-0.0376	-0.1446	0.1869
Si	-0.0388	0.0477	-0.3128
Si	0.1598	0.1815	-0.2216
Si	-0.0192	0.0003	0.0228
Si	0.0775	-0.0414	0.2713
Si	0.0277	-0.2736	0.2046
Si	-0.0256	-0.1257	-0.0064
Si	0.0482	-0.0081	0.2268
Si	0.1662	0.1513	-0.1579
Si	-0.0379	-0.1565	-0.1968
Si	0.0666	0.0265	0.1574
Si	-0.1481	-0.0103	0.2581
Si	-0.0068	-0.1251	-0.0644
Si	0.071	0.1235	0.5797
Si	0.0791	-0.0169	-0.227
Si	0.2987	0.0397	-0.2044
Si	-0.1442	0.2431	-0.02
Si	0.1798	-0.172	0.4883
Si	-0.2642	-0.0483	0.1631
Si	-0.5137	0.1413	0.1225
Si	0.0913	-0.1465	-0.2775
Si	0.0653	0.1183	-0.1905
Si	0.6121	0.2248	0.2142
Si	0.1079	-0.1368	0.1642
Si	-0.2982	0.293	0.1349
Si	-0.6925	0.2381	0.4691
Si	-0.2523	-0.2775	0.1157
Si	0.4705	-0.1191	-0.0318
Si	-0.2007	-0.0732	0.35
Si	-0.0554	-0.045	0.355
Si	-0.0746	-0.0743	0.1788
Si	-0.0107	0.0067	0.2647
Si	0.4702	0.4433	0.0014
Si	-0.4332	-0.1911	-0.9049
Si	-0.0743	-0.1431	-0.0338
Si	0.0249	0.1854	-0.2997
Si	0.0466	0.0614	-0.0562
Si	0.0776	-0.011	0.4033
Si	-0.0018	-0.1398	0.1868
Si	0.2326	-0.0967	-0.5452
Si	0.1468	-0.1181	-0.1374
Si	0.3637	-0.027	0.0694
Si	0.0425	0.0841	-0.1766
Si	-0.0798	0.0026	0.0104
Si	0.1243	0.0003	0.3128
Si	-0.0993	0.0987	-0.0181
Si	-0.1333	0.0583	0.3244
Si	0.1677	0.2251	0.27
Si	-0.072	0.1634	-0.0302
Si	0.1317	0.2407	0.0591
Si	0.1908	0.0187	0.1165
Si	0.2402	0.1235	0.3406
Si	-0.1981	-0.2207	-0.136
Si	0.349	-0.0062	-0.3881
Si	-0.1863	-0.0216	-0.5018
Si	-0.0445	-0.1517	0.083
Si	0.1163	-0.6555	-0.0161
Si	-0.1667	-0.7017	-0.2617
Si	-0.0659	-0.6787	-0.1996
Si	-0.1474	0.0233	-0.109
Si	0.2713	0.0534	-0.4321
Si	-0.1452	-0.0386	0.2091
Si	-0.0974	0.2241	-0.0001
Si	-0.3621	-0.0581	0.0889
Si	0.0335	0.1641	0.2888
Si	-0.2663	-0.5492	-0.3534
Si	-0.1352	-0.1967	-0.1659
Si	-0.2611	0.0539	0.1528
Si	-0.1658	0.1576	-0.6491
Si	0.0049	-0.1349	-0.1273
Si	-0.3903	-0.1689	-0.0609
Si	0.4458	0.6446	0.6139
O	0.1232	0.0974	-0.0923
O	-0.1964	-0.0127	0.0759
O	0.1791	0.1077	0.0829
O	-0.0776	-0.0312	0.1334
O	-0.1043	-0.1862	-0.0586
O	0.085	0.2096	0.1038
O	0.2107	0.0461	-0.2581
O	0.3445	0.236	-0.096
O	0.0177	-0.0576	-0.1165
O	-0.2221	0.0374	0.0094
O	-0.0448	0.0065	-0.0159
O	0.2658	-0.1604	0.1513
O	-0.0749	-0.1463	-0.4803
O	-0.2799	0.2523	-0.1794
O	0.0978	-0.3255	0.0105
O	0.0786	-0.1419	-0.3321
O	-0.1595	-0.0399	0.03
O	0.0679	0.0548	0.0557
O	0.1388	0.1777	0.3381
O	-0.0686	-0.0774	0.3104
O	0.1678	0.1454	-0.1066
O	0.0701	0.3134	-0.0958
O	0.0506	0.0852	0.1467
O	0.3264	0.116	-0.1626
O	0.1773	0.4468	0.1921
O	-0.1049	-0.0348	-0.2876
O	-0.0314	0.1335	-0.3082
O	-0.0547	-0.0966	-0.1212
O	0.083	0.2308	-0.0294
O	-0.0197	0.0136	0.2085
O	-0.0142	-0.0452	-0.1423
O	-0.017	0.1394	0.1724
O	0.0416	-0.0728	-0.0379
O	-0.0705	-0.0243	0.0112
O	-0.1724	0.4972	0.2641
O	0.0187	0.0456	-0.1445
O	0.0309	-0.0808	0.1234
O	-0.125	0.1025	-0.3058
O	0.0926	-0.2252	-0.0448
O	-0.0451	0.0665	-0.1065
O	0.1147	0.2558	0.0369
O	0.1751	-0.179	-0.0004
O	0.1307	0.1732	-0.1497
O	-0.0003	-0.0491	0.0014
O	-0.0639	0.1063	0.1394
O	0.0022	0.2608	-0.2607
O	0.0259	-0.0945	-0.2891
O	-0.0132	0.0689	-0.1395
O	-0.0091	0.0392	0.0054
O	-0.003	0.0234	-0.3153
O	-0.1275	-0.0061	-0.1976
O	-0.1199	0.057	0.1879
O	0.0881	0.1105	-0.2442
O	-0.1416	-0.0729	-0.1457
O	0.1423	0.0942	0.2426
O	0.0374	0.0075	-0.0442
O	-0.0845	-0.0692	0.0358
O	-0.2182	-0.2123	-0.5227
O	0.2633	0.1394	0.0593
O	0.1038	-0.1047	0.1656
O	-0.0435	0.0703	-0.1999
O	-0.0335	0.0557	-0.0542
O	0.0709	0.0472	0.2853
O	-0.0477	0.0632	-0.1166
O	-0.0038	-0.0817	-0.0575
O	0.1434	-0.1894	-0.1864
O	0.0564	0.0254	0.0602
O	-0.0976	0.0273	0.0264
O	0.0008	0.0212	0.0665
O	0.0419	-0.0786	-0.21
O	0.0198	0.0414	0.0841
O	-0.0435	-0.0915	-0.0674
O	-0.2006	0.1281	0.0479
O	0.0854	0.1501	0.2395
O	0.0643	0.055	0.105
O	0.0287	0.0842	-0.0934
O	0.2584	-0.2482	-0.0353
O	-0.0167	-0.0359	-0.0549
O	0.0372	0.0284	-0.1597
O	0.1763	0.0146	0.1366
O	-0.1738	-0.0217	-0.1462
O	-0.0685	-0.022	0.1074
O	0.113	0.0494	0.158
O	0.0108	-0.0313	-0.0033
O	-0.0245	0.0519	-0.1021
O	0.0337	-0.0686	-0.1646
O	0.1281	-0.0868	0.0311
O	0.0684	0.0212	-0.0531
O	0.2219	0.1429	0.0382
O	-0.1015	-0.0721	-0.0229
O	0.2227	-0.143	0.279
O	-0.2659	0.059	0.109
O	0.0029	0.0759	0.107
O	-0.0808	-0.0523	-0.036
O	-0.0079	0.1145	-0.0521
O	-0.0113	-0.0145	0.1939
O	-0.1108	-0.0954	0.0236
O	-0.0227	-0.1867	-0.1288
O	-0.1836	-0.4458	0.2914
O	-0.0916	-0.0002	0.0524
O	-0.1616	-0.0521	0.1467
O	-0.0429	-0.012	0.1662
O	0.2777	0.0867	0.1757

The program warned: the cutoff lies below the one the program advises for these potential files.
